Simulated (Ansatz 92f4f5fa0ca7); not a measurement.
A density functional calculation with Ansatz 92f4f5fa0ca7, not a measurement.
Periodic cell of 273 atoms, Si165O106As2, from a study of silicon, its oxide and their interface. The atomic structure is a simulated model.
Doubt: the cutoff is far below the 930 eV that the study's wrapper takes by default for these files, so forces and energies are approximate.

Settings
functional: PBE
potential files: Ansatz PAW
basis: plane waves
wave-function cutoff: 580 eV
density cutoff ratio: 5
exchange-correlation grid ratio: 1
k mesh: 1 x 1 x 1, Gamma-centred
self-consistency stop: 5e-08 eV per atom in the density residual
occupations: fixed
spin: none
net charge: 0

Cell vectors (angstrom)
a	11.6015	0	0
b	0	13.3963	0
c	0	0	29.8085

Atoms and the computed forces on them: element, x, y, z (angstrom), force x, y, z (eV/angstrom)
Si	11.5492	0.1838	22.919	0.0002	0.0074	0.0045
Si	3.9143	0.1557	23.0361	-0.0015	0.0023	0.0027
Si	7.6691	0.1216	23.1508	0.0054	0.0021	0.0014
Si	2.0698	3.4557	22.8921	-0.0246	-0.0061	0.0003
Si	5.9026	3.6808	23.0073	0.0005	-0.0025	-0.0011
Si	9.7582	3.5346	23.0355	0.0183	-0.0095	-0.0032
Si	11.6612	6.8598	23.0717	-0.0025	0.0029	0.0009
Si	3.9566	7.0343	23.1835	0.0002	0.0031	0.0032
Si	7.7899	6.8874	23.257	-0.0056	0.0064	0.0026
Si	2.0357	10.2382	23.2536	0.0041	0.0008	0.0021
Si	5.8594	10.0965	23.2971	-0.0034	0.0033	0.002
Si	9.8472	10.0883	23.2295	-0.0042	0.0059	-0.0008
Si	11.6968	2.3903	23.7571	0.0066	0.026	-0.0112
Si	3.9969	2.4039	23.7639	0.0054	0.0052	-0.0006
Si	7.7893	2.4121	23.7824	-0.0064	0.0041	-0.0001
Si	2.0302	5.7074	23.7027	0.0027	-0.0055	-0.0021
Si	5.8297	5.8035	23.9872	0.0014	-0.0128	-0.0053
Si	9.7391	5.7268	23.9025	-0.0014	-0.0042	-0.0063
Si	11.754	9.0252	24.0277	0.0009	-0.0001	-0.0058
Si	3.9066	9.1339	24.1793	-0.0005	0.0026	-0.0038
Si	7.8511	9.0882	24.0261	0.0063	-0.0014	-0.0053
Si	1.9134	12.5078	23.8091	-0.0036	-0.0035	-0.0052
Si	5.7763	12.3731	23.9274	0.0014	-0.0015	-0.0098
Si	9.6816	12.3968	23.7945	-0.0002	-0.0042	-0.0024
Si	11.6427	2.2951	26.1673	-0.0003	-0.0241	-0.031
Si	3.9126	2.3054	26.1775	-0.0013	-0.0076	0.0003
Si	7.7597	2.3099	26.1888	0.0037	-0.0083	0.0002
Si	1.9747	5.6204	26.1456	0.0017	0.002	0.0005
Si	5.8136	5.6561	26.3207	-0.0014	0.0082	-0.01
Si	9.706	5.634	26.2673	-0.0014	0.0001	0.0046
Si	11.6647	8.9754	26.3521	0.0011	-0.0007	-0.0004
Si	3.8848	9.0115	26.4662	0.0022	-0.0027	-0.0059
Si	7.7912	9.004	26.3534	-0.0021	-0.0014	-0.0048
Si	1.9233	12.3859	26.2095	-0.003	0.0081	-0.001
Si	5.7976	12.3295	26.2854	-0.0003	0.0013	0.0014
Si	9.6851	12.3478	26.1975	0.0028	0.0094	-0.0005
Si	1.9631	1.1976	27.0196	-0.0275	0.0188	0.0048
Si	5.8278	1.1806	27.023	-0.0002	0.014	-0.0074
Si	9.6982	1.1839	27.0031	0.0314	0.0232	0.0109
Si	11.6463	4.5059	27.0143	-0.0005	-0.0049	-0.0077
Si	3.8787	4.5086	27.0362	0.0005	-0.0008	-0.0083
Si	7.7558	4.5157	27.0461	0	-0.0019	-0.0088
Si	1.9636	7.8102	27.0789	0.0016	0.0025	-0.0039
Si	5.8456	7.8777	27.0916	-0.0009	-0.0226	0.0011
Si	9.7137	7.8523	27.0754	-0.0006	0.0033	-0.0071
Si	11.614	11.2367	27.0405	-0.0005	-0.0004	-0.0098
Si	3.8458	11.2676	27.0782	-0.0033	-0.0041	-0.0073
Si	7.7595	11.2422	27.0591	0.0064	-0.0061	-0.0053
Si	1.9336	1.1164	29.4135	0.0783	0.1523	-0.2293
Si	5.8008	1.1164	29.4135	0.0557	0.125	-0.1087
Si	9.6679	1.1164	29.4135	0.0442	0.0569	-0.3183
Si	0	4.4654	29.4135	0.133	0.0687	-0.0925
Si	3.8672	4.4654	29.4135	-0.0794	0.0481	-0.0942
Si	7.7343	4.4654	29.4135	0.1043	0.0395	0.0342
Si	1.9336	7.8145	29.4135	0.0045	-0.1746	0.3201
Si	5.8008	7.8145	29.4135	0.1039	0.0581	0.3828
Si	9.6679	7.8145	29.4135	0.0861	-0.0057	0.1987
Si	0	11.1635	29.4135	0.01	0.1715	-0.0388
Si	3.8672	11.1635	29.4135	-0.0893	0.2859	0.3058
Si	7.7343	11.1635	29.4135	0.0403	0.2016	0.0645
Si	0	0	0.3944	-0.1	-0.1132	-0.105
Si	3.8672	0	0.3944	-0.1717	-0.0281	-0.0656
Si	7.7343	0	0.3944	0.0882	-0.0604	-0.3632
Si	1.9336	3.3491	0.3944	0.1116	-0.1944	-0.0451
Si	5.8008	3.3491	0.3944	-0.1282	-0.1322	0.2095
Si	9.6679	3.3491	0.3944	-0.2008	-0.0331	0.0048
Si	0	6.6981	0.3944	-0.1143	-0.0109	0.0608
Si	3.8672	6.6981	0.3944	0.02	-0.1194	-0.0594
Si	7.7343	6.6981	0.3944	0.0008	-0.0187	0.149
Si	1.9336	10.0472	0.3944	-0.0368	-0.0169	-0.1077
Si	5.8008	10.0472	0.3944	0.1234	-0.1088	-0.237
Si	9.6679	10.0472	0.3944	0.0033	-0.1321	-0.0823
Si	11.5482	-0.0507	2.756	-0.0005	-0.019	0.0129
Si	3.8194	-0.0553	2.7361	-0.0493	-0.016	-0.0441
Si	7.7075	-0.0763	2.7052	0.0371	-0.04	-0.0985
Si	1.9393	3.2637	2.7528	0.0164	0.0042	-0.0012
Si	5.7518	3.2786	2.8041	0.0066	-0.0047	0.0314
Si	9.5958	3.3065	2.7716	-0.0224	0.0087	-0.0008
Si	11.5745	6.6322	2.7638	0.0008	-0.0219	0.0045
Si	3.8714	6.6373	2.7515	0.0021	0.0131	-0.0014
Si	7.7312	6.6589	2.7797	-0.0012	0.0077	-0.0073
Si	1.9191	9.9954	2.7575	0.016	-0.0083	0.0401
Si	5.8226	10.0267	2.7286	-0.0094	-0.0143	-0.0477
Si	9.6832	9.9712	2.7569	-0.0151	-0.0007	0.0446
Si	11.5548	2.2031	3.4555	-0.0009	-0.018	-0.0033
Si	3.8338	2.1127	3.6667	-0.054	-0.0159	-0.0286
Si	7.6673	2.1048	3.5662	0.0496	-0.0118	-0.0382
Si	1.9132	5.4988	3.4868	-0.0066	0.005	-0.0177
Si	5.8046	5.5285	3.5759	0.0014	0.0233	-0.0345
Si	9.6458	5.5257	3.6232	0.0103	0	-0.0146
Si	11.6112	8.8585	3.5797	0.0012	0.0041	-0.0467
Si	3.8923	8.894	3.4626	0.0326	-0.0114	-0.0401
Si	7.7416	8.8996	3.5766	-0.0268	-0.0121	-0.0343
Si	1.8767	12.2226	3.5503	0.0375	0.0763	-0.0534
As	5.77	12.2496	3.6788	0.0456	0.095	-0.2779
Si	9.6129	12.1845	3.5332	-0.0365	0.0814	-0.0767
Si	11.4776	2.1666	5.7766	0.0047	0.0278	-0.0066
Si	3.7278	2.0019	6.1013	0.0653	-0.0111	-0.0086
Si	7.6111	1.9425	5.9397	-0.0754	-0.0152	-0.0038
Si	1.8851	5.4005	5.8244	-0.0004	-0.0071	-0.0066
Si	5.803	5.4533	5.9496	0.0045	-0.0263	-0.0034
Si	9.6175	5.444	6.0294	-0.0041	-0.0095	-0.0073
Si	11.6406	8.788	5.9585	0.0026	0.0031	-0.0046
Si	3.9339	8.7941	5.7837	-0.046	0.0571	0.0337
Si	7.7561	8.8155	5.9573	0.0591	0.0665	0.0028
Si	1.7933	12.1758	5.9221	0.0202	-0.0593	0.0316
As	5.6851	12.065	6.6119	-0.0561	-0.1797	0.8765
Si	9.5702	12.1197	5.897	-0.0409	-0.0813	0.0063
Si	1.62	0.9746	6.7617	0.0254	-0.0074	0.0004
Si	5.6768	1.0006	7.0987	-0.0498	-0.0708	0.2738
Si	9.642	0.9417	6.621	-0.0175	0.006	0.0081
Si	11.5727	4.3206	6.7466	-0.0055	0.003	0.0063
Si	3.8326	4.3059	6.5844	-0.0128	-0.005	0.0277
Si	7.6888	4.1653	6.6385	0.0125	0.0009	0.0326
Si	2.0364	7.6225	6.542	0.0578	0.0286	0.0107
Si	5.832	7.7128	6.7329	-0.0176	0.0546	0.0208
Si	9.7139	7.7063	6.7619	-0.0536	0.0024	0.0191
Si	11.4595	10.9886	6.8014	0.0206	0.0387	0.0237
Si	3.6064	10.9143	6.7602	0.0488	-0.0409	0.2096
Si	7.7889	10.9573	6.9797	-0.1365	-0.0366	0.1719
O	9.8881	7.897	8.4242	0.0095	-0.0018	-0.0005
O	9.8949	0.8314	8.2714	0.0033	0.001	-0.008
O	1.0236	0.9037	8.3462	0.0058	0.0066	-0.0102
O	2.8646	10.5103	8.1985	0.0491	0.0451	-0.0594
O	5.8241	7.8823	8.3954	0.0059	-0.0155	-0.0163
O	5.6483	1.2549	8.7728	0.0102	-0.0114	-0.0037
O	3.7813	4.3229	8.2323	0.0017	0.0082	0.0065
O	7.6491	3.7337	8.2657	-0.0048	-0.0062	-0.0005
O	0.0449	4.2718	8.4205	0.0023	0.0025	0.0023
O	11.1985	10.9536	8.4591	0.0072	0.0013	0.0238
O	8.2048	10.7572	8.6032	-0.0349	0.0284	-0.0376
O	2.3887	7.4743	8.1439	-0.0077	-0.0026	0.0152
O	11.4192	0.2066	21.2408	-0.002	-0.0012	-0.0159
O	9.7559	3.6394	21.3715	-0.0063	0.0049	-0.0174
O	4.1418	7.543	21.5962	0.0005	0.0014	-0.0067
O	6.0058	4.159	21.3914	-0.0015	0.0029	-0.0207
O	5.7479	9.7553	21.662	0.0007	-0.0023	-0.0056
O	2.147	3.3809	21.2117	0.0121	0.0006	-0.0205
O	7.3624	13.4508	21.5108	-0.0022	-0.0019	-0.0071
O	4.0121	0.1567	21.373	-0.0004	-0.0018	-0.0078
O	7.716	6.9653	21.6085	-0.0004	-0.0001	-0.0151
O	2.1231	10.1734	21.6048	0.0005	-0.0001	-0.0118
O	11.5342	6.9753	21.4106	0.0003	-0.0005	-0.0055
O	10.1765	9.6622	21.6394	0.0014	-0.003	-0.0083
Si	11.5754	6.4394	11.3214	-0.0014	0.0021	0.0008
Si	1.5742	10.3622	16.266	-0.0018	-0.001	0.0109
Si	0.2245	3.6862	9.9365	0.0053	0.0058	-0.0075
Si	8.0858	12.8612	20.185	0.002	0.0042	0.0082
Si	2.7682	10.4428	9.8193	0.0389	0.0221	-0.0864
Si	2.5687	10.3918	20.0627	-0.0009	0.0027	0.0068
Si	10.3504	3.7005	19.8539	-0.0023	-0.0027	0.0116
Si	0.2615	12.7976	17.1171	-0.0016	0.0019	0.0141
Si	10.8186	0.6989	19.7916	0.0017	0.0036	0.0099
Si	3.1581	7.7499	16.2551	-0.0002	-0.0011	0.0119
Si	0.3256	6.4867	19.9109	-0.0023	-0.0053	0.0034
Si	9.4016	2.5313	14.3295	-0.003	-0.0028	0.0033
Si	2.9044	2.5415	11.0631	0.011	0.0049	-0.005
Si	5.1379	11.9824	15.3663	0.0063	0.0033	0.0067
Si	4.9386	8.6779	20.7181	-0.0002	0.0009	0.0026
Si	3.5955	-0.4049	11.2918	0.0286	-0.0042	-0.0209
Si	5.5877	8.8818	14.8251	0.0027	0.0033	0.0091
Si	-0.1905	11.3129	10.0486	-0.0037	-0.021	-0.0447
Si	9.4536	10.0169	20.2244	-0.0013	0.0014	0.0091
Si	3.4526	0.0491	19.8432	-0.0015	0.0039	0.0055
Si	7.4677	4.6958	9.561	0.0003	-0.011	-0.0034
Si	2.3724	12.3534	14.1736	0.0012	0	0.0116
Si	6.2022	0.5909	10.192	0.0016	-0.0611	-0.115
Si	2.791	2.8982	19.7719	-0.0023	0.0022	0.0117
Si	5.7248	4.4498	13.6811	0.0058	-0.0043	0.005
Si	7.4776	0.218	15.6206	-0.0004	-0.0005	0.0062
Si	9.6088	11.346	15.2436	0.0011	0.0025	0.0048
Si	1.9875	6.5624	13.5784	0.0011	0.0001	0.0113
Si	2.8482	3.5275	14.0408	-0.0001	0.0031	0.0104
Si	11.6974	9.1673	18.4185	0.0014	0.0001	0.0083
Si	11.2228	0.8703	9.2312	-0.004	0.0003	-0.0127
Si	9.1207	7.3197	9.7442	0.0103	0.0074	-0.0137
Si	8.6727	8.5591	14.6199	-0.0006	0.0016	0.0066
Si	4.7785	7.1594	12.3773	0.0049	0.0012	0.007
Si	2.9694	5.625	18.7701	0.0005	-0.005	0.009
Si	2.5338	7.3872	9.7441	-0.0011	0.004	-0.0178
Si	6.2642	8.4249	9.8707	-0.0043	0.0456	-0.0134
Si	4.3325	4.7507	9.6832	0.0057	-0.0064	-0.0086
Si	9.3225	10.5003	12.3251	-0.0104	0.0087	-0.0134
Si	5.9418	13.0358	17.9774	-0.0006	0.0015	0.0112
Si	7.9789	4.9298	18.3871	-0.0015	-0.0032	0.01
Si	8.3117	5.4146	15.2324	0.0009	-0.0013	0.011
Si	7.3264	11.0781	9.9736	-0.041	0.0615	-0.1159
Si	5.3845	4.1949	19.878	0.0028	-0.0031	0.0118
Si	0.799	1.4896	15.0686	-0.0035	-0.0001	0.0105
Si	7.5487	7.5267	20.1009	0.0032	-0.0042	0.008
Si	7.6642	2.7884	11.9037	-0.0046	-0.0167	-0.0243
O	3.4526	6.0678	10.1273	-0.0049	0.0016	0.0049
O	1.9624	2.6539	15.1095	0.0028	0.0012	-0.0082
O	-0.3799	12.9443	10.2051	0.0098	-0.0006	0.0033
O	8.3616	8.8969	19.8482	0.0003	0.0004	-0.0049
O	2.4126	1.3096	19.5284	0.0012	-0.0025	-0.0052
O	8.1436	5.3167	16.8317	-0.0004	0.0032	-0.0108
O	2.7368	11.9815	19.7142	0.0005	-0.0014	-0.003
O	7.1562	8.7583	15.1799	-0.001	0.0001	-0.0062
O	1.2919	0.1876	14.1947	0.002	-0.0021	-0.0056
O	4.4173	3.8166	14.4699	0	0.0001	-0.0064
O	4.245	3.4056	10.6405	-0.0065	0.0091	0.0052
O	10.9668	2.0865	14.5285	0.0007	-0.0003	-0.0037
O	11.376	4.8311	11.0189	0	-0.0007	-0.0019
O	10.851	12.02	16.0698	-0.0012	-0.002	-0.0066
O	8.9443	6.9124	14.8044	0.0018	0.0014	-0.0053
O	1.7823	3.3573	10.2328	-0.0078	0.0011	0.0024
O	8.4623	5.928	9.2428	0.0054	0.0004	-0.0014
O	11.1499	2.2948	19.5431	-0.0006	-0.001	-0.0064
O	5.3955	7.6142	10.9533	-0.0004	-0.0075	0.0053
O	11.4157	7.5902	18.795	-0.0004	0.0022	-0.0066
O	7.8675	8.2544	10.1938	-0.0087	-0.0034	-0.0062
O	10.133	7.1491	11.0123	0.0025	-0.0037	0.0044
O	9.2307	4.1177	14.7693	0.0003	-0.0014	-0.004
O	8.827	11.4708	20.5299	-0.0002	-0.002	-0.0047
O	10.5051	10.5204	11.1748	-0.0057	0.004	0.0163
O	8.3654	12.2468	15.8048	0.0015	-0.0025	-0.0065
O	4.4349	2.8719	19.8104	0.0001	0.0001	-0.0055
O	4.6498	0.2262	18.7529	0.0024	-0.001	-0.0078
O	10.4671	10.0878	18.9577	0.0018	-0.001	-0.008
O	6.7853	0.7033	17.0403	0.0023	-0.002	-0.0092
O	0.5166	6.7416	12.8518	-0.0032	-0.0002	-0.0087
O	1.0436	7.1152	10.3123	0.0031	-0.0017	-0.0018
O	3.1449	7.1764	12.5867	0.0013	0.0017	-0.0064
O	3.9441	9.5554	19.7749	0.0007	-0.0001	-0.0045
O	6.7977	5.207	14.6442	-0.0036	0.0003	-0.0073
O	0.5945	0.9084	16.5784	0.0013	0.0027	-0.0095
O	1.5571	11.7775	17.1273	0.0004	-0.0018	-0.0077
O	5.404	8.2915	13.3378	-0.0024	-0.006	-0.0075
O	2.9671	12.3552	12.6543	-0.0032	0.0067	-0.0016
O	6.449	3.2012	12.92	-0.0021	0.0052	0.0002
O	2.8002	9.3213	16.6088	0.0005	-0.0002	-0.0063
O	5.9967	7.8925	19.7596	0	-0.0001	-0.0049
O	1.9476	6.3894	19.7833	0.0011	0.0011	-0.005
O	1.4384	9.6889	19.1558	-0.0034	-0.0017	-0.0076
O	9.4765	9.7164	15.5114	0.0001	-0.0019	-0.0085
O	3.078	8.8764	10.246	-0.0025	0.019	-0.005
O	8.9688	9.0405	13.0529	0.0042	0.004	-0.0092
O	2.1445	7.3121	15.0264	-0.0012	-0.0032	-0.0128
O	9.1347	3.8598	18.7902	-0.0039	0.0029	-0.0101
O	4.7301	7.8981	15.8211	0.0035	0.0023	-0.0098
O	7.2702	1.559	10.9275	0.001	0.0142	0.0108
O	8.1251	6.3526	19.1541	0.0007	-0.0013	-0.0089
O	5.9111	5.155	9.6528	-0.0051	-0.0015	-0.0016
O	6.9841	-0.9235	19.0747	-0.0038	-0.0009	-0.0078
O	11.0584	2.2481	10.1166	0.0023	0.0027	0.0063
O	9.0047	2.4132	12.7483	-0.0038	0.0044	-0.0051
O	9.7016	11.5072	13.5887	-0.0006	-0.0057	-0.01
O	6.5643	4.2005	18.7585	0.0027	0.0016	-0.0105
O	6.0434	10.0474	9.9642	0.0124	-0.0504	0.0547
O	1.307	10.8154	10.4155	-0.0164	0.0038	-0.0035
O	5.1687	10.4628	14.7703	-0.0005	-0.0042	-0.004
O	1.6949	10.9071	14.685	0.0026	0.0035	-0.0097
O	11.3733	13.0717	18.6434	0.0008	-0.0029	-0.0114
O	5.4389	11.8473	16.9721	-0.0012	-0.002	-0.0094
O	8.0304	10.9962	11.4492	0.0172	-0.0132	0.0091
O	11.3035	5.0069	19.6409	0.0011	0.0046	-0.006
O	8.3772	1.483	15.1032	0.0037	0.0033	-0.0054
O	2.4233	4.0466	18.6183	0	0.0037	-0.0076
O	3.7114	11.6886	10.3118	-0.0386	-0.024	0.024
O	9.1851	0.5743	19.7209	-0.0005	-0.001	-0.0046
O	2.7737	2.6505	12.6747	-0.0016	-0.0027	-0.0082
O	3.6553	12.6286	15.1482	-0.0059	0.0002	-0.0107
O	7.9977	4.0619	10.9499	0.0015	-0.003	0.0021
O	5.107	0.2226	11.3558	-0.0263	-0.0065	0.0054
O	4.4245	5.485	19.5121	-0.003	0.0034	-0.0047
O	6.2165	13.0526	14.6959	-0.0012	0.0003	-0.003
O	3.0538	6.5697	17.4109	0.0003	0.0045	-0.0093
O	2.7758	0.9286	10.7423	0.0026	-0.0111	-0.0055
O	0.2936	9.4467	16.8047	0.0001	0.0006	-0.0073
O	5.2345	5.6127	12.6434	-0.0048	0.0043	-0.0052
O	2.1383	4.9658	13.8208	0.001	0.0001	-0.0069
O	6.9062	12.6145	9.7291	0.0413	0.0126	0.1215

Results
free energy: -174885.544 eV
free energy less fixed offsets of As -4856.12, O -568.88, Si -635.61 eV per atom: 3.626 eV

The program warned: the cutoff lies below the one the program advises for these potential files; the exchange-correlation potential is rough where the density is thin.
